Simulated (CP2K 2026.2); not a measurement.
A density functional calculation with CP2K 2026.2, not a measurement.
Periodic cell of 1182 atoms, Si850O332, from a study of silicon, its oxide and their interface. The atomic structure is a simulated model.
Doubt: the forces sum to 4.24 eV/angstrom along one axis rather than to zero, so they err by at least 0.0036 eV/angstrom per atom on average; the grid cutoff is modest.
This geometry differs little from another in the collection (a relaxation step or a small displacement).

Settings: functional PBE; method Gaussian and plane waves; basis set DZVP-MOLOPT-SR-GTH; pseudopotentials GTH-PBE; grid cutoff 350 Ry, relative cutoff 50 Ry; k points Gamma only; occupations fixed; spin none; net charge 0.

Cell vectors (angstrom)
a  16.4025  0  0
b  0  32.805  0
c  0  0  40.156

Atoms and the computed forces on them: element, x, y, z (angstrom), force x, y, z (eV/angstrom)
Si  16.0919  0.051  0.0408  0.0603  -0.1201  0.2598
Si  2.8374  2.8323  40.0162  -0.2517  -0.0292  0.2287
Si  0.5033  5.0016  0.1094  -0.1088  0.1105  -0.3592
Si  2.6704  8.4619  0.0277  -0.1382  -0.094  -0.0286
Si  0.439  10.6114  40.133  0.1019  -0.0499  -0.0275
Si  2.7802  13.8314  0.3421  -0.0607  -0.0503  0.0931
Si  15.7141  17.1123  0.3294  0.0567  -0.1406  0.0772
Si  2.4388  19.242  40.0308  -0.129  -0.0399  -0.0333
Si  0.2217  21.4029  0.29  0.0371  -0.0621  -0.0936
Si  3.0377  23.616  39.8755  -0.0503  -0.0219  0.055
Si  16.2337  27.4602  39.8786  0.0624  0.0578  -0.102
Si  3.1532  29.8855  0.1732  -0.0508  0.3127  0.1167
Si  5.8768  32.6916  0.0602  -0.1803  0.2939  0.5575
Si  7.589  2.4854  39.8812  -0.0741  -0.2754  0.3658
Si  5.5554  5.0201  40.1114  0.1533  0.2328  0.4101
Si  7.8564  8.5797  39.989  0.0389  -0.1777  -0.0041
Si  5.48  10.7739  0.1214  -0.1071  0.0993  0.2147
Si  7.7746  13.9766  0.624  -0.1725  0.104  -0.5417
Si  5.6205  16.0132  0.1971  0.1202  0.0082  -0.1388
Si  8.6061  18.3956  0.3605  -0.2786  0.4349  0.2302
Si  5.4711  21.6058  0.0474  0.0539  0.0166  -0.1894
Si  8.2281  24.6095  39.7915  0.135  -0.0211  -0.0176
Si  5.239  28.7009  40.0553  0.3134  -0.2386  -0.1229
Si  12.0469  31.5716  38.365  0.3752  -0.3513  0.0379
Si  10.7805  32.3989  40.1341  -0.2844  0.1286  0.0682
Si  13.9224  2.337  39.9184  -0.0118  -0.1794  0.0927
Si  10.9982  5.5599  39.996  -0.0268  0.1209  0.3816
Si  13.262  8.5469  40.0361  0.0802  -0.0609  -0.2839
Si  10.9682  10.8029  0.2662  0.0327  -0.1749  0.2165
Si  12.9925  13.4318  39.4489  -0.0663  -0.1078  0.2748
Si  10.2918  16.7247  0.2849  -0.011  -0.633  0.1675
Si  13.9039  18.7561  0.3941  -0.1497  0.159  0.2118
Si  11.9085  20.9347  39.4868  -0.1375  -0.2587  0.0536
Si  14.4899  23.6673  39.8154  0.0634  0.1228  -0.0653
Si  10.7321  27.3702  39.8032  0.3104  -0.073  0.078
Si  13.948  29.7211  40.0342  -0.0109  -0.0367  -0.1032
Si  1.4602  1.2514  1.1666  -0.0475  0.011  -0.3499
Si  4.1021  4.0276  1.4651  0.0589  -0.1444  -0.1845
Si  1.4454  6.7987  1.3223  0.1339  0.0786  -0.1401
Si  4.0187  9.6201  1.5384  0.0945  -0.1391  -0.2826
Si  1.4412  12.2123  1.4095  0.0114  -0.1046  -0.2271
Si  4.168  15.0198  1.7391  -0.0818  -0.064  -0.3029
Si  1.308  17.8032  1.4644  -0.0554  0.0907  -0.1711
Si  4.0953  20.2803  1.3823  -0.2013  -0.0948  -0.2278
Si  1.5746  22.8928  1.4405  -0.0559  0.0627  -0.2656
Si  4.2779  25.9915  1.2801  0.0248  -0.0462  -0.2363
Si  1.4591  28.6036  1.1841  -0.3456  -0.2002  -0.0451
Si  4.2898  31.4416  1.4229  0.0493  0.1691  0.0086
Si  6.8262  1.2905  1.6357  0.223  0.0902  -0.2153
Si  9.7085  4.1136  1.1829  0.1843  0.0652  0.1561
Si  6.8135  6.7632  1.0932  -0.0193  -0.0498  -0.2256
Si  9.3358  9.5933  1.4096  0.1369  0.0745  -0.2169
Si  6.5491  12.3264  1.6483  -0.0284  -0.1761  -0.258
Si  9.3973  15.1707  1.7916  0.0272  0.0599  -0.0813
Si  6.784  17.5802  1.5571  0.022  -0.2027  -0.3027
Si  9.6716  20.1077  1.5178  0.1229  -0.3597  0.0601
Si  7.1357  22.9647  1.1044  -0.0614  0.0795  -0.0381
Si  9.4379  26.0247  1.1282  0.0737  -0.12  -0.0065
Si  7.2349  29.2376  1.2953  0.0421  -0.0448  -0.0128
Si  9.2787  31.0084  1.3587  0.0334  -0.0383  0.2947
Si  12.2085  1.1938  1.1373  0.0932  0.0284  0.1008
Si  15.011  4.003  1.1579  0.0812  -0.1303  0.0609
Si  12.1732  6.9946  1.276  0.0659  -0.1411  -0.1052
Si  15.0652  9.5643  1.1705  -0.1011  -0.065  -0.1518
Si  12.1514  12.4827  1.3375  -0.1959  -0.0748  -0.071
Si  14.886  15.1095  1.2885  -0.0254  0.002  -0.2195
Si  12.2072  17.5844  1.4955  -0.0564  -0.0403  -0.0432
Si  15.1357  20.234  1.6749  0.0541  0.1516  -0.0695
Si  12.568  22.8288  0.8719  0.2029  -0.0279  -0.1212
Si  15.2112  25.6665  0.995  -0.0285  0.0486  -0.0938
Si  12.3185  28.4758  1.1167  -0.0398  0.1345  -0.188
Si  14.9657  31.277  1.3768  0.1524  0.133  -0.2767
Si  0.0063  2.6418  2.5799  0.1082  0.053  -0.0045
Si  2.76  32.7647  2.6634  0.2174  0.1858  -0.092
Si  16.3418  8.1453  2.6256  0.0809  -0.0112  -0.0294
Si  2.74  5.4646  2.7428  0.1489  -0.0399  0.2755
Si  16.3307  13.6593  2.592  0.0534  0.0133  0.2061
Si  2.6887  10.9364  2.903  -0.0192  0.0288  0.1666
Si  0.1229  19.0381  3.0519  0.045  -0.0161  0.0187
Si  2.7039  16.4375  2.8473  -0.2368  0.0883  0.0841
Si  0.1774  24.4833  2.5729  0.0197  0.0804  -0.0367
Si  2.9026  21.6691  2.8657  -0.0326  0.0362  0.0746
Si  0.0507  29.9368  2.6189  0.1652  0.0763  0.0174
Si  2.7898  27.2402  2.6448  0.1383  0.2268  -0.0216
Si  5.423  2.6901  2.8474  0.0354  -0.0708  0.1389
Si  8.2796  32.6708  2.7917  0.1248  0.081  -0.0833
Si  5.4442  8.1119  2.6525  0.2272  -0.1077  0.0714
Si  8.2051  5.4412  2.5474  0.0146  -0.0399  -0.0234
Si  5.3587  13.6293  3.124  -0.1386  -0.2038  0.1034
Si  8.0608  10.966  2.8311  0.0495  -0.1138  0.1632
Si  5.4518  19.0196  2.8166  -0.0117  0.0232  -0.0112
Si  8.0657  16.4209  3.1576  -0.0317  0.0324  -0.0185
Si  5.6958  24.4429  2.5109  -0.1563  0.1538  -0.1956
Si  8.3735  21.7061  2.6564  -0.2234  0.0538  0.0446
Si  5.6417  30.1188  2.8194  0.0386  0.0523  0.0534
Si  8.1686  27.3663  2.6019  -0.0763  0.173  -0.2277
Si  10.9801  2.6761  2.5672  0.0318  -0.115  0.0681
Si  13.568  32.6885  2.6256  -0.0365  0.0455  0.1608
Si  10.8038  8.2475  2.7049  0.0369  0.0931  0.2825
Si  13.6193  5.4817  2.5112  0.0367  -0.1886  -0.0517
Si  10.855  13.7127  2.8733  0.0394  -0.1536  0.0387
Si  13.6794  11.0392  2.5628  -0.0242  -0.1425  0.121
Si  11.0522  18.9802  3.0003  -0.2368  0.0393  -0.2039
Si  13.5695  16.2546  2.8674  -0.113  -0.1756  0.0208
Si  10.9996  24.4293  2.3143  -0.0013  0.0737  -0.3093
Si  13.7186  21.7562  2.7049  -0.132  0.1265  0.01
Si  10.9507  29.8511  2.6168  0.0204  0.0688  -0.1848
Si  13.7142  27.0342  2.4555  0.0926  0.0567  -0.1591
Si  1.3249  4.0505  4.0266  -0.0684  -0.053  -0.1395
Si  4.0448  1.3086  4.1371  0.0148  0.0661  -0.0283
Si  1.2819  9.4906  4.0959  -0.0115  0.0063  -0.0049
Si  4.1149  6.7986  4.1171  0.0456  -0.1023  -0.1069
Si  1.2772  15.0031  4.1113  0.0775  -0.0219  -0.2036
Si  3.9915  12.229  4.358  -0.0538  0.1303  0.0059
Si  1.4617  20.4727  4.302  -0.0158  -0.006  -0.0044
Si  4.0798  17.7438  4.2592  -0.0105  -0.0354  -0.1607
Si  1.4428  25.8857  4.021  -0.0572  -0.0613  -0.0124
Si  4.2677  23.1974  4.0382  0.0219  -0.0664  -0.1195
Si  1.3826  31.3648  3.9946  0.0738  -0.2333  0.0349
Si  4.1643  28.6557  4.0107  -0.0282  0.0342  -0.0632
Si  6.8677  4.1059  4.0547  -0.0204  0.0045  -0.133
Si  9.6513  1.3286  4.0226  0.0523  -0.0913  0.0044
Si  6.7637  9.4813  4.1308  0.0125  0.0168  -0.1843
Si  9.5165  6.7827  4.0437  0.1078  -0.0434  -0.0923
Si  6.7644  14.9708  4.422  0.1129  0.0156  -0.0002
Si  9.512  12.2713  4.1865  0.0017  0.0251  -0.071
Si  6.883  20.4594  4.0795  0.0502  -0.0636  -0.0692
Si  9.5744  17.75  4.3633  -0.1398  0.0535  0.0009
Si  6.8748  25.91  3.9657  0.0432  0.0151  0.0076
Si  9.6919  23.1898  3.9345  -0.0782  -0.0973  -0.0845
Si  6.9105  31.447  4.2429  -0.1091  0.0304  -0.0335
Si  9.6155  28.5564  4.0421  0.0281  0.0004  0.0637
Si  12.3301  4.0621  3.9402  -0.0406  0.0838  0.0208
Si  15.0141  1.2726  3.964  0.0653  -0.0424  -0.1332
Si  12.2846  9.6237  3.9953  -0.0566  0.0265  -0.2045
Si  14.9813  6.7738  3.9817  -0.0184  0.0774  0.0228
Si  12.2465  14.9679  4.2919  -0.0533  0.0647  -0.0123
Si  15.0218  12.3039  4.07  0.0138  -0.012  -0.2071
Si  12.3787  20.4741  4.2087  0.1435  0.0018  -0.0816
Si  14.9962  17.6598  4.2138  0.1994  -0.0448  -0.008
Si  12.3103  25.7566  3.8653  0.1171  0.0967  -0.0094
Si  15.1186  23.1933  4.0002  -0.0775  0.0149  -0.0859
Si  12.2622  31.2932  4.0009  -0.0331  0.1623  -0.0257
Si  15.04  28.5184  3.9008  0.0319  -0.0745  -0.1009
Si  0.0131  0.0285  16.3892  0.0143  -0.021  -0.0005
Si  2.7246  2.7375  16.3831  -0.0054  0.0377  -0.0121
Si  16.3644  5.4505  16.4029  -0.0097  0.0197  0.0075
Si  2.7039  8.1899  16.4059  -0.0105  -0.0142  0.0001
Si  16.3449  10.9135  16.4069  0.0131  0.0257  -0.0025
Si  2.6936  13.662  16.409  -0.011  0.0038  0.0051
Si  16.3601  16.4032  16.4137  0.0151  0.0104  -0.0002
Si  2.7086  19.1566  16.3865  0.0123  0.0199  -0.012
Si  0.0034  21.939  16.364  -0.0325  0.0041  -0.0289
Si  2.758  24.6892  16.3726  -0.0204  -0.0289  -0.0052
Si  0.0371  27.4214  16.3783  -0.0202  -0.0114  -0.0039
Si  2.7637  30.1277  16.3955  0.0129  -0.0103  0.007
Si  5.4918  0.0337  16.3947  -0.0213  0.0002  0.0121
Si  8.2098  2.7456  16.4045  -0.0219  -0.002  0.0096
Si  5.4654  5.4688  16.3994  -0.0077  -0.005  0.0022
Si  8.1948  8.2009  16.4093  -0.0148  -0.0076  0.0085
Si  5.4347  10.9252  16.4071  -0.015  0.0109  -0.0009
Si  8.1624  13.6513  16.3909  0.0054  0.0297  -0.0077
Si  5.4411  16.4039  16.391  -0.0154  0.0051  -0.0092
Si  8.1893  19.1517  16.4009  0.0007  0.0032  -0.0138
Si  5.4631  21.9118  16.3839  0.0169  -0.0001  -0.0171
Si  8.2233  24.6706  16.3908  0.0091  -0.0121  -0.0074
Si  5.5003  27.4257  16.3895  -0.0428  -0.0192  -0.0095
Si  8.2378  30.1417  16.3928  -0.0286  -0.0192  0.0049
Si  10.9506  0.0426  16.404  -0.0371  0.0024  0.0032
Si  13.6503  2.7343  16.4052  -0.0118  0.0227  0.0063
Si  10.9206  5.4602  16.4044  -0.0197  0.0064  0.0053
Si  13.6285  8.1754  16.4038  0.0041  0.0109  0.0052
Si  10.9058  10.9249  16.4059  -0.0212  0.0103  0.0059
Si  13.619  13.6544  16.4237  0.0068  0.0107  0.0126
Si  10.8947  16.3962  16.4012  0.0028  0.0159  -0.0007
Si  13.6502  19.1663  16.3887  -0.0026  0.0078  -0.008
Si  10.9448  21.9247  16.3979  0.0041  -0.0059  -0.0111
Si  13.7018  24.6857  16.3885  0.0019  -0.0095  0.0056
Si  10.9788  27.424  16.3804  -0.0356  -0.0146  -0.0187
Si  13.7027  30.1384  16.3845  -0.0242  -0.0119  -0.0052
Si  1.3608  1.3949  17.7708  0.0202  -0.0011  -0.0022
Si  4.0819  4.1091  17.7475  -0.0275  -0.0501  -0.0278
Si  1.3163  6.8351  17.759  0.0506  0.0261  -0.0151
Si  4.0551  9.5774  17.7752  0.0304  0.0074  -0.0072
Si  1.2946  12.3043  17.758  0.0056  -0.0127  -0.0194
Si  4.0667  15.0444  17.7598  0.0325  0.0409  0.0084
Si  1.3297  17.7929  17.7532  -0.002  -0.0173  0.008
Si  4.0775  20.5399  17.7307  -0.022  -0.0423  0.012
Si  1.3695  23.3263  17.7093  0.0343  -0.0064  0.0038
Si  4.1145  26.0734  17.7412  0.0731  0.019  -0.0039
Si  1.3876  28.7856  17.7727  -0.0046  -0.0397  -0.0013
Si  4.1292  31.4908  17.7768  -0.0165  -0.0106  -0.0159
Si  6.8542  1.3896  17.786  0.0081  0.0188  -0.0081
Si  9.5628  4.1139  17.79  0.0108  0.0279  -0.0166
Si  6.8285  6.8445  17.7757  -0.0314  0.002  -0.0045
Si  9.5506  9.5768  17.7899  0.0161  0.0227  0.004
Si  6.7999  12.298  17.7702  -0.0066  0.0156  0.0123
Si  9.5174  15.0194  17.7576  -0.0514  -0.0534  0.0043
Si  6.8161  17.7641  17.7523  0.0024  0.0476  0.0133
Si  9.5621  20.5437  17.742  -0.0188  -0.009  -0.0034
Si  6.8336  23.2955  17.7324  -0.0215  -0.0302  0.0008
Si  9.6082  26.0603  17.729  0.0225  0.0101  -0.0101
Si  6.8694  28.7943  17.7639  0.0553  0.0424  -0.0173
Si  9.5897  31.5059  17.7888  0.0341  0.0014  -0.0114
Si  12.2962  1.3962  17.8105  0.0007  0.0039  0.0066
Si  14.9851  4.1094  17.7874  0.041  -0.0122  0.0065
Si  12.264  6.8312  17.7881  -0.0042  -0.0302  -0.004
Si  14.9604  9.563  17.7749  0.0111  -0.0211  0.005
Si  12.2429  12.2944  17.798  0.0039  -0.0097  0.0202
Si  14.9781  15.0384  17.7834  -0.0087  0.008  -0.0019
Si  12.2669  17.7874  17.7355  -0.0038  0.0035  0.0065
Si  15.0272  20.5703  17.7073  0.0468  0.0318  -0.0087
Si  12.3237  23.3177  17.7404  -0.0351  -0.0338  0.0159
Si  15.0725  26.0745  17.7467  0.0364  0.0072  0.0093
Si  12.3389  28.7968  17.7598  0.04  -0.0127  0.0079
Si  15.0596  31.4907  17.7802  -0.0049  0.0208  0.0045
Si  16.3701  2.7483  19.1352  -0.0013  0.0272  0.0068
Si  2.7503  0.0497  19.1394  0.0139  -0.0125  0.0121
Si  16.3265  8.1923  19.1195  0.0147  -0.022  0.002
Si  2.702  5.4752  19.0996  0.0153  0.0047  -0.0003
Si  16.3276  13.6511  19.1483  0.0888  -0.004  0.0432
Si  2.6503  10.9448  19.1197  -0.0388  0.0629  0.0208
Si  16.3646  19.2043  19.0762  -0.0385  0.0248  0.0138
Si  2.6808  16.4059  19.1183  0.0024  0.0508  0.0129
Si  0.0593  24.7234  19.0965  -0.0479  -0.0354  -0.014
Si  2.7023  21.9366  19.0603  -0.0037  0.0487  -0.0139
Si  0.0376  30.1536  19.1665  0.0396  -0.009  0.0122
Si  2.775  27.4452  19.1392  -0.0678  -0.0052  0.0262
Si  5.4652  2.7686  19.1159  -0.0435  0.0805  -0.0181
Si  8.2337  0.0566  19.1912  -0.0315  -0.0001  0.0438
Si  5.4589  8.2317  19.1256  -0.0338  -0.0224  0.0096
Si  8.221  5.5118  19.1556  0.0248  -0.061  0.0263
Si  5.4328  13.6782  19.1261  0.0019  -0.0339  -0.0037
Si  8.1831  10.9571  19.1493  -0.013  -0.0161  -0.0047
Si  5.4365  19.1495  19.0788  0.0066  0.0119  -0.012
Si  8.1573  16.3756  19.1329  0.0325  -0.0061  -0.0133
Si  5.4754  24.6898  19.0772  -0.0183  0  -0.003
Si  8.2017  21.9287  19.0933  0.0436  -0.0151  -0.0011
Si  5.5319  30.1701  19.1586  -0.0415  -0.0485  0.0473
Si  8.2619  27.4326  19.0985  0.0047  -0.0653  0.0059
Si  10.9153  2.7634  19.1892  0.0068  0.0262  0.0393
Si  13.6964  0.0428  19.1666  0.0412  -0.058  -0.0098
Si  10.9356  8.2309  19.1641  -0.0524  -0.0196  0.0175
Si  13.5973  5.4569  19.1753  -0.0159  0.0739  0.0075
Si  10.8573  13.6648  19.1552  -0.0312  0.0771  -0.0343
Si  13.5984  10.9191  19.1736  0.0145  0.0525  0.0105
Si  10.9149  19.1596  19.0993  -0.0107  0.0294  0.0362
Si  13.6012  16.4267  19.1265  0.0091  -0.0195  0.0266
Si  10.9898  24.7256  19.0993  -0.0611  -0.0118  0.0035
Si  13.6962  21.9457  19.0867  0.0211  -0.0655  0.0036
Si  10.9922  30.1691  19.1444  -0.0629  0.0153  -0.024
Si  13.7387  27.4667  19.1248  -0.0678  0.0065  -0.021
Si  1.3262  4.1294  20.4694  0.0459  -0.0079  -0.0298
Si  4.127  1.4057  20.5009  -0.0195  0.0168  0.046
Si  1.2473  9.5926  20.4752  0.0772  0.0004  0.0057
Si  4.0546  6.8683  20.4421  -0.0136  -0.0287  -0.0992
Si  1.3017  15.0347  20.4884  -0.0633  -0.0687  -0.0084
Si  4.0115  12.3416  20.4559  0.0414  0.0064  0.0043
Si  1.3201  20.5932  20.4296  -0.0087  -0.0321  0.0608
Si  4.0603  17.7915  20.4542  0.0535  -0.0176  0.0692
Si  1.4137  26.0789  20.5138  0.0772  0.046  0.0417
Si  4.0473  23.34  20.393  0.0127  -0.0671  -0.0145
Si  1.3957  31.5252  20.5483  -0.0357  0.0185  0.0134
Si  4.1455  28.8237  20.5079  0.0885  0.0449  0.0111
Si  6.8137  4.1544  20.4721  -0.0476  -0.0592  -0.0179
Si  9.5738  1.4195  20.6051  0.0075  -0.0122  0.0414
Si  6.8284  9.5953  20.5113  0.0002  0.0598  0.0201
Si  9.5808  6.8947  20.5469  0.0207  0.0725  0.0048
Si  6.7999  15.0095  20.5357  -0.0266  0.0315  0.073
Si  9.5134  12.3117  20.5731  -0.0186  0.038  0.0472
Si  6.8081  20.5324  20.4134  -0.0669  -0.0369  0.0145
Si  9.5459  17.7574  20.4515  -0.0248  -0.0103  0.0299
Si  6.8833  26.047  20.4153  0.0098  0.0647  -0.0031
Si  9.5799  23.3553  20.4076  0.0386  -0.0128  -0.0763
Si  6.8813  31.5179  20.5963  0.0437  0.0016  0.0794
Si  9.6346  28.793  20.4791  0.0186  0.0301  0.0143
Si  12.2395  4.1238  20.6064  -0.0264  -0.0754  -0.0021
Si  15.0299  1.4119  20.5608  -0.0036  -0.0232  0.0657
Si  12.2609  9.5759  20.6048  -0.011  -0.0101  0.1147
Si  14.963  6.8425  20.5068  0.03  -0.0022  0.0364
Si  12.2022  15.065  20.4928  -0.0339  -0.0455  0.0245
Si  14.9481  12.2928  20.5407  -0.0574  -0.0518  0.0208
Si  12.3104  20.5554  20.416  -0.0404  0.05  -0.0572
Si  14.9639  17.8629  20.4273  0.0621  0.1005  -0.0104
Si  12.382  26.1005  20.4682  0.067  0.0472  0.0139
Si  15.0774  23.3543  20.4138  0.0684  0.0567  0.0461
Si  12.3585  31.4984  20.5647  0.0059  0.0095  0.0544
Si  15.0805  28.8149  20.5608  -0.0474  -0.0904  0.0131
Si  0.0284  0.082  21.9485  0.1399  0.0286  0.1109
Si  2.7314  2.7911  21.7969  0.02  0.0353  0.0876
Si  16.3004  5.4321  21.8316  0.0273  0.1838  0.0639
Si  2.6221  8.1954  21.7547  -0.0205  0.0334  0.1144
Si  16.2629  10.8752  21.9304  -0.0633  0.1007  0.0689
Si  2.6426  13.6493  21.8887  -0.0002  -0.0003  0.078
Si  16.3102  16.4769  21.7395  0.0414  -0.0163  0.0302
Si  2.7051  19.2301  21.7581  -0.0464  -0.0032  0.0111
Si  16.377  21.9886  21.813  -0.0607  0.0583  0.0027
Si  2.7458  24.6587  21.8724  0.0314  -0.0011  0.1225
Si  0.101  27.4849  21.9092  -0.0096  0.05  0.0229
Si  2.86  30.2615  21.9111  0.0628  0.0059  -0.0061
Si  5.5165  0.1423  21.9676  -0.0135  -0.0123  -0.0424
Si  8.1158  2.8075  21.9063  0.0444  0.1564  -0.0632
Si  5.4924  5.5956  21.7941  -0.0014  -0.078  0.1302
Si  8.2526  8.3048  21.9215  0.0263  -0.1171  0.0153
Si  5.3796  10.9706  21.7729  -0.034  0.072  0.1397
Si  8.1511  13.6639  21.9837  0.0018  -0.0774  0.1804
Si  5.3511  16.3528  21.8499  0.011  0.1014  -0.0437
Si  8.1298  19.0956  21.7497  0.0283  -0.0108  -0.0022
Si  5.4247  21.9708  21.6806  -0.0747  0.0764  0.0048
Si  8.2522  24.7218  21.7992  -0.0499  0.0207  0.1253
Si  5.5206  27.387  21.7822  0.0386  0.0407  0.0341
Si  8.2995  30.1045  21.9134  0.0398  0.0156  0.0459
Si  11.0286  0.0759  21.9588  -0.037  -0.0234  -0.0209
Si  13.6101  2.721  21.9599  0.0622  0.1044  0.0578
Si  10.9022  5.5534  21.9833  0.0586  0.06  0.1284
Si  13.6758  8.2013  21.9726  -0.0087  -0.0867  0.0299
Si  10.8703  10.9597  21.9813  0.0732  -0.0974  0.002
Si  13.5175  13.6676  21.8509  -0.1091  0.0923  -0.0382
Si  10.8793  16.4381  21.9182  0.0579  -0.055  0.1175
Si  13.5988  19.1943  21.849  0.0449  -0.1477  0.149
Si  11.0018  22.0197  21.6951  0.0116  -0.0979  -0.0134
Si  13.8224  24.7861  21.8009  -0.1277  -0.0628  0.0394
Si  11.069  27.5055  21.8408  -0.0377  -0.0705  0.0695
Si  13.7296  30.1643  21.9891  -0.0023  0.0959  0.1169
Si  1.4263  1.4966  23.2788  0.0916  -0.1738  0.121
Si  4.1093  4.2058  23.0714  0.0147  -0.1343  -0.1825
Si  1.199  6.8874  23.1254  -0.0618  0.0279  -0.1795
Si  3.9812  9.5853  23.0626  -0.0608  0.1111  -0.2414
Si  1.1943  12.3  23.2244  0.3651  0.0366  -0.0366
Si  3.9564  15.0539  23.3038  0.0864  -0.1225  -0.0105
Si  1.3188  17.8345  23.0601  0.0202  0.0219  -0.2415
Si  4.0539  20.6789  23.0766  -0.0304  0.2084  -0.0857
Si  1.3188  23.311  23.2643  0.024  0.0384  0.0453
Si  4.2348  25.9941  23.1795  0.026  -0.0712  0.0203
Si  1.5119  28.8929  23.2252  -0.0684  0.01  -0.119
Si  4.1739  31.6558  23.3937  -0.202  -0.0602  0.3452
Si  6.847  1.4924  23.4096  -0.1232  0.0599  0.2194
Si  9.3143  4.3122  23.2413  -0.1293  0.0121  0.0055
Si  6.815  6.9885  23.2185  0.0047  -0.0595  -0.1288
Si  9.5909  9.5901  23.4405  -0.0468  0.1725  0.0828
Si  6.6447  12.2805  23.2791  0.0598  -0.001  -0.1168
Si  9.5733  15.0554  23.3833  -0.0555  0.1077  -0.168
Si  6.7425  17.7123  23.1651  0.1471  0.0257  -0.0711
Si  9.5798  20.5727  22.8666  0.1211  -0.041  -0.1913
Si  6.7673  23.3306  23.042  -0.1767  0.0634  -0.1463
Si  9.6901  26.1251  23.1228  -0.0339  0.0827  -0.1869
Si  6.8808  28.6913  23.1923  -0.1247  -0.122  0.0382
Si  9.7571  31.4249  23.2836  0.0463  -0.2647  0.0384
Si  12.2616  1.4578  23.4664  -0.0663  -0.1047  0.1946
Si  14.9857  4.0921  23.2863  0.0034  -0.1  -0.1438
Si  12.4041  6.82  23.4093  -0.0179  -0.2259  -0.0192
Si  14.9597  9.5364  23.4722  0.1066  -0.0518  0.0934
Si  12.2313  12.3194  23.3615  0.1034  0.1206  -0.2137
Si  14.7887  15.2197  23.0399  0.0565  0.0857  -0.1193
Si  12.2546  17.82  23.3201  0.0877  0.1775  -0.088
Si  14.9192  20.6839  23.1366  -0.1172  0.2348  -0.0919
Si  12.3917  23.4237  23.0587  0.1346  0.0653  -0.1267
Si  15.2132  26.0583  23.2998  -0.0166  -0.0718  0.0766
Si  12.4286  28.7448  23.3932  -0.1046  -0.0756  0.0431
Si  15.0448  31.5967  23.3978  0.0199  -0.1603  0.2675
Si  16.3825  2.7787  24.6362  -0.0071  -0.1364  0.2966
Si  2.842  0.4078  24.8857  0.062  0.1343  -0.0699
Si  16.3867  8.0541  24.8067  0.0753  -0.021  0.0848
Si  2.6492  5.5304  24.2741  0.0194  -0.0625  0.3055
Si  16.1848  13.9162  24.2573  0.0015  0.0857  -0.028
Si  2.5575  10.7539  24.4931  0.2309  0.0645  0.0637
Si  16.3503  19.2734  24.2593  0.1753  0.0525  0.2606
Si  2.6241  16.5753  24.5649  -0.0654  0.2519  0.2454
Si  0.0394  24.6468  24.799  -0.0363  -0.0645  0.3648
Si  2.7168  21.9723  24.6002  -0.0041  -0.1545  0.2611
Si  0.3272  30.4021  24.6526  -0.2891  -0.1251  -0.106
Si  2.8121  27.3449  24.4471  -0.1665  -0.0965  0.2546
Si  5.3839  3.0844  24.6756  -0.0274  -0.059  0.345
Si  8.3355  32.7396  24.566  -0.1419  -0.1115  0.1322
Si  5.3623  8.3282  24.4487  -0.0033  0.0923  0.2823
Si  8.0047  5.7007  24.78  -0.0343  -0.1037  0.2778
Si  5.2818  13.6637  24.7359  -0.1854  -0.1156  -0.0833
Si  7.9567  10.876  24.7027  0.0162  0.0732  0.2333
Si  5.4388  19.2984  24.3047  0.1738  0.1248  0.1397
Si  8.0809  16.3968  24.6719  0.1309  0.2167  -0.1458
Si  5.5686  24.6119  24.6421  -0.0052  0.0656  0.2192
Si  8.2188  21.9227  24.1196  -0.001  -0.0715  0.2006
Si  5.555  30.0861  24.5723  -0.1434  -0.0749  0.2993
Si  8.2804  27.3182  24.5523  -0.1127  -0.0401  0.3015
Si  10.6133  2.9207  24.5155  0.1426  -0.1077  -0.3208
Si  13.6981  0.1181  24.9891  -0.0236  -0.1554  0.276
Si  11.1386  8.2407  24.7683  0.1078  0.0728  0.1362
Si  13.8119  5.3995  24.8456  -0.112  -0.0823  -0.0315
Si  11.03  13.7473  24.831  -0.2166  -0.2681  0.1229
Si  13.6086  11.0348  24.8106  0.1843  0.008  0.2658
Si  10.8548  19.4081  24.4089  0.0578  0.1717  0.2233
Si  13.6345  16.4108  24.7451  0.0228  -0.1229  0.1386
Si  11.098  24.7998  24.4208  0.1068  0.0442  0.3678
Si  13.6011  22.1178  24.572  0.022  -0.109  0.2812
Si  11.1055  30.0881  24.86  -0.2695  -0.0188  0.3256
Si  13.8649  27.3396  24.724  -0.1611  0.0259  0.2487
Si  1.4004  4.2469  25.7456  0.0013  -0.0496  0.0431
Si  3.7906  2.3201  26.2811  0.0396  -0.1511  -0.0916
Si  1.7801  9.0133  26.014  -0.0558  -0.1203  -0.0713
Si  3.9534  6.9114  25.5703  0.0314  0.0232  0.2127
Si  0.9899  15.294  25.721  0.5788  0.002  0.1056
Si  4.038  11.9155  25.8577  0.0906  -0.1183  -0.0285
Si  1.4625  20.2849  25.7515  0.0856  0.113  -0.0444
Si  3.8785  18.2803  25.6801  -0.0947  0.0127  0.3602
Si  1.7353  25.8804  25.9897  -0.04  0.0435  -0.2492
Si  3.8836  23.5629  25.9872  -0.0252  0.1082  0.0036
Si  1.1759  32.0804  26.0868  0.0139  0.3129  -0.1248
Si  4.0466  28.7112  25.8285  0.3228  -0.1739  -0.0501
Si  6.1451  4.8258  26.1387  0.2243  0.0429  -0.0138
Si  9.5115  1.4136  25.9046  -0.2428  -0.0914  0.3276
Si  6.3116  9.78  26.0724  0.3544  -0.1371  0.0539
Si  9.7375  6.8037  25.9546  -0.0259  0.2339  0.0403
Si  7.1085  14.6065  25.9207  -0.1399  0.3606  0.1843
Si  8.5018  12.7046  26.0805  0.0096  -0.536  0.1742
Si  7.1229  20.441  25.5369  -0.0784  -0.0537  0.2881
Si  9.2923  18.2042  25.6258  -0.2271  0.1413  0.2868
Si  7.4397  25.4996  25.9138  -0.0551  0.0353  0.0993
Si  9.5644  23.3435  25.3371  -0.0779  -0.0068  0.45
Si  7.227  31.1364  25.87  -0.0707  0.0278  0.1337
Si  9.3543  28.8493  25.9931  -0.1196  0.0491  0.0687
Si  11.397  4.1971  26.2689  -0.0111  -0.3981  0.3417
Si  15.3027  1.3976  26.3107  -0.4777  0.3707  -0.2317
Si  12.2155  9.8358  26.4295  -0.2264  0.4176  -0.4033
Si  15.4919  6.2951  26.2334  0.2405  0.0616  0.179
Si  12.7025  14.6598  26.2225  0.2316  0.3614  0.2168
Si  15.0782  12.6734  25.8275  0.1333  -0.1527  -0.1094
Si  11.7051  21.2783  25.7633  -0.2512  -0.0047  0.0732
Si  14.9353  18.1432  25.6944  -0.1569  0.169  0.0216
Si  12.6584  25.7862  26.0223  -0.0985  -0.0652  -0.1425
Si  14.7868  23.464  26.2326  -0.035  -0.0274  -0.2617
Si  12.7611  31.1059  26.4021  -0.1787  0.2081  -0.2205
Si  14.9265  28.6605  26.4149  -0.1408  -0.0226  -0.0581
Si  5.4433  31.362  28.1928  0.3084  -0.0236  0.3872
Si  2.5534  30.9615  27.537  0.0327  -0.3496  0.3462
Si  14.0829  1.7556  31.9794  -0.1601  0.0593  0.2908
Si  1.5592  12.8266  27.0587  0.049  -0.028  0.1702
Si  8.0099  18.8976  29.66  -0.0937  -0.0852  0.267
Si  15.8801  21.2091  28.1784  0.2493  -0.0187  -0.0245
Si  13.3158  18.6613  34.743  -0.0016  -0.0775  -0.1026
Si  0.3039  27.2548  28.5178  0.2155  -0.0233  0.2117
Si  4.6249  26.3627  33.2066  0.0174  0.1874  -0.0896
Si  5.0237  28.2423  28.5043  -0.0124  0.0317  0.1622
Si  5.6941  3.1283  28.6422  -0.1084  0.1056  0.1512
Si  0.1542  7.5188  30.9811  -0.103  0.0339  0.2194
Si  7.2167  9.3287  29.1021  -0.2669  0.1201  0.2803
Si  7.2089  13.5048  28.5758  -0.0749  0.0161  0.39
Si  1.9155  10.6316  33.5239  -0.1025  -0.0237  -0.0152
Si  5.1432  17.3468  33.3607  0.0281  -0.125  -0.202
Si  6.7973  23.1637  30.2884  0.1765  0.0781  0.244
Si  6.9977  26.0453  29.0348  0.1619  -0.225  0.358
Si  11.0666  27.6144  28.1939  -0.1436  -0.0946  0.0871
Si  13.9513  2.8073  28.9754  0.0467  0.1285  0.1338
Si  11.0205  2.6062  27.9353  -0.1223  0.065  -0.0105
Si  14.3946  6.0318  29.1758  -0.0261  -0.0657  0.4682
Si  9.9662  8.9136  28.0859  -0.0029  -0.0479  0.245
Si  13.9817  10.3412  29.159  -0.2064  -0.087  0.5918
Si  9.312  14.2284  30.8922  -0.1034  0.0829  0.1233
Si  12.9561  13.3619  33.7039  0.0008  -0.0639  -0.0454
Si  13.2084  19.7607  27.6668  0.008  -0.1223  0.1353
Si  12.8792  29.5685  31.9082  -0.0111  -0.0344  0.1982
Si  16.3829  25.4753  30.8383  0.0996  -0.0104  0.0789
Si  5.6337  3.335  33.783  -0.0407  -0.0814  -0.1878
Si  0.3608  4.628  34.8876  -0.0733  0.0547  -0.0375
Si  1.6398  5.1709  32.2709  0.0006  0.0634  0.0495
Si  0.7428  9.7566  28.9773  0.141  -0.089  0.4923
Si  16.1109  13.8741  36.6831  0.1405  0.1332  -0.3788
Si  0.8736  16.5022  33.7888  0.133  -0.1246  -0.1451
Si  2.8283  17.0633  29.4715  0.1065  -0.3697  0.2282
Si  9.5053  19.3418  32.0557  -0.0888  0.0145  0.0429
Si  5.4328  21.7145  27.9189  0.1005  -0.1763  0.0438
Si  3.1111  24.5005  37.1179  0.1749  -0.1306  -0.2029
Si  6.0644  27.3141  35.7631  -0.1494  0.136  -0.192
Si  3.0963  1.7274  33.697  0.0567  -0.0759  -0.1337
Si  8.3597  1.7545  28.5708  0.1843  -0.0761  0.1748
Si  1.9906  14.379  29.5663  0.4866  0.0356  0.4116
Si  8.189  7.1126  33.6577  -0.0246  0.0376  -0.1552
Si  8.5411  11.2789  35.0093  -0.0322  0.0269  -0.352
Si  9.9437  13.493  33.6662  0.0219  -0.0099  -0.0983
Si  10.6683  18.108  28.338  -0.3469  0.0661  0.1941
Si  0.7854  20.6574  31.0896  0.1699  -0.1641  0.1727
Si  9.8972  21.7333  34.0856  -0.1664  0.0923  -0.1808
Si  9.7521  26.3151  30.6509  -0.2229  -0.1464  0.3855
Si  9.1675  32.0567  30.2681  -0.2426  -0.0325  0.2791
Si  12.7317  32.0617  33.3473  -0.1102  0.0627  0.0311
Si  2.955  0.2208  36.2214  -0.205  -0.1663  -0.3279
Si  10.005  0.3672  33.0454  -0.0982  -0.0428  -0.0818
Si  11.8443  30.543  29.2146  -0.2083  0.1035  0.4981
Si  12.2221  8.0249  30.1413  0.0209  0.0139  0.3649
Si  16.2699  14.9195  31.5118  -0.1133  -0.0247  0.2004
Si  11.6146  15.4142  29.1895  -0.0495  -0.0321  0.4644
Si  0.0508  17.0545  28.0974  0.199  -0.1187  0.4528
Si  14.7733  20.5612  32.8566  -0.0345  0.0581  0.0809
Si  0.0254  23.0834  32.4657  0.023  0.1545  0.1248
Si  14.9248  27.4101  32.8767  -0.1022  0.0652  0.1775
Si  0.4111  2.6954  32.8047  -0.0713  0.001  0.0394
Si  1.416  31.4998  38.1267  -0.0874  -0.1363  -0.1833
Si  0.9665  5.8902  37.382  -0.1544  0.0296  -0.3842
Si  6.395  31.2736  30.9242  0.1551  -0.1722  0.2992
Si  14.5223  12.3128  31.2797  0.0722  0.0868  0.2226
Si  2.5977  11.6886  30.6418  0.2522  0.1851  0.3363
Si  14.1731  16.6971  30.3761  0.0194  -0.1253  0.4272
Si  3.385  15.8298  35.2798  -0.0781  -0.0044  -0.3976
Si  11.5225  27.0547  35.7252  0.0705  -0.0831  -0.3145
Si  2.5801  18.3238  32.066  0.0158  -0.1123  0.1466
Si  5.781  30.8096  34.7084  -0.0713  0.1229  -0.3429
Si  1.8206  25.4013  32.937  0.0852  -0.0102  0.021
Si  5.6517  0.4655  33.2262  0.0201  -0.0366  -0.1155
Si  10.1897  29.2867  37.3231  0.0635  -0.1644  -0.4044
Si  6.1687  11.8832  33.3698  -0.0737  0.0719  -0.1427
Si  4.6636  4.743  31.2216  0.0284  0.1146  0.2261
Si  5.6661  11.8061  30.371  -0.2277  0.02  0.2696
Si  6.0359  7.9922  35.8116  0.1442  0.1323  -0.4328
Si  5.0833  18.8769  28.3408  -0.0404  -0.1487  0.3114
Si  7.8973  16.8979  31.7807  -0.1437  0.0351  0.131
Si  6.4435  24.2407  32.8487  0.0874  -0.0863  0.0573
Si  7.1214  19.8382  38.1241  -0.0222  -0.0209  -0.1368
Si  2.364  30.0747  35.9081  -0.016  0.0822  -0.4038
Si  4.3238  29.3749  32.2402  0.15  0.1219  0.0617
Si  12.1613  0.6382  35.9737  -0.0176  0.083  -0.3041
Si  8.9472  0.7878  35.7261  0.0872  -0.1108  -0.335
Si  4.4899  9.285  33.3781  0.107  0.042  -0.0937
Si  14.7825  6.25  36.1967  0.2868  0.078  -0.2478
Si  8.6646  15.5274  35.6521  -0.1058  -0.023  -0.1606
Si  10.9447  8.2378  33.0862  0.023  0.0082  -0.011
Si  13.2114  23.5352  36.9731  0.1048  0.0184  -0.5253
Si  14.9395  11.4938  37.9296  0.044  0.0316  -0.5084
Si  14.2501  25.7965  35.4749  -0.1129  0.2124  -0.1714
Si  9.2135  23.7028  31.8969  -0.0426  -0.0339  0.1049
Si  10.6854  25.0969  37.8074  -0.2004  0.2458  -0.2088
Si  15.481  9.7661  32.9619  0.1337  -0.0265  0.0671
Si  6.0314  7.5061  31.3286  -0.0925  0.0486  0.1939
Si  2.435  12.9132  35.678  -0.0133  0.0257  -0.2847
Si  4.0142  6.7507  37.9548  -0.1165  -0.0247  -0.1313
Si  12.5272  18.9997  31.9093  -0.2349  -0.0616  0.066
Si  4.2357  12.5575  38.0066  -0.0227  -0.0104  -0.2763
Si  0.9765  15.5048  38.8465  0.0367  -0.1806  -0.2231
Si  3.5587  17.0219  38.0535  0.2587  0.061  -0.0524
Si  2.3778  29.1549  29.9124  0.2784  -0.0317  0.3314
Si  5.3684  23.1352  35.6622  -0.0369  -0.1379  -0.235
Si  4.8643  1.921  37.8684  -0.2687  -0.0731  -0.2298
Si  0.6044  26.41  36.9126  -0.082  0.0546  -0.3632
Si  7.3262  3.3802  36.253  0.1248  0.0447  -0.4167
Si  8.1733  0.4983  38.6418  -0.065  0.0708  -0.6056
Si  8.0077  9.7  37.3117  0.0828  -0.2372  -0.5219
Si  10.5599  5.6631  34.4366  0.0402  -0.1133  -0.2314
Si  6.5465  13.3844  35.931  -0.0028  0.0644  -0.5018
Si  9.192  12.1587  38.5875  0.0263  0.0853  -0.0022
Si  7.0878  18.2791  35.5821  0.1947  -0.0895  -0.1704
Si  10.58  14.713  37.8693  -0.1193  0.2178  -0.3349
Si  5.0188  29.0182  36.9033  0.1014  -0.3498  -0.7044
Si  10.45  28.0863  33.0662  -0.0278  -0.1615  0.0921
Si  8.2428  29.1789  34.955  0.1184  -0.0401  -0.3266
Si  9.9128  4.9843  37.2951  0.0165  -0.0473  -0.3157
Si  11.9559  2.771  33.9151  -0.0826  -0.074  -0.1495
Si  12.7743  4.2889  37.9573  0.0195  0.1683  -0.4037
Si  13.6047  8.8888  36.9467  -0.0282  -0.0918  -0.2537
Si  12.8069  10.269  34.5111  0.0098  0.0608  -0.1119
Si  7.471  21.1371  35.6337  -0.1095  0.0151  -0.3871
Si  14.5685  15.8952  35.0035  0.0006  -0.0165  -0.1973
Si  12.0199  20.9614  36.4008  0.2115  0.0836  -0.4339
Si  6.0186  25.0976  37.7095  -0.0341  -0.0572  -0.3374
Si  0.8748  28.111  34.4585  0.075  0.0444  -0.2736
O  15.0756  1.1968  39.5586  -0.118  0.216  0.3155
O  0.0674  31.8534  38.9306  0.2102  -0.2112  -0.1126
O  5.0363  8.4301  34.6255  0.0251  -0.3404  0.26
O  3.6035  2.7722  38.5095  -0.1492  0.1764  0.0922
O  13.2485  8.1904  38.3859  -0.0623  0.0603  0.7671
O  13.4968  2.8917  38.4027  0.0388  -0.2  -0.0662
O  2.5174  6.3846  37.3781  0.1496  0.0052  0.2246
O  3.7287  7.9963  38.9783  0.0986  0.1449  0.3268
O  12.9376  11.9148  34.5006  -0.0229  -0.1078  0.0519
O  1.5372  9.4992  39.5059  -0.0892  0.1053  0.3898
O  3.6273  13.6277  39.0778  -0.1604  0.2935  0.3262
O  16.2983  11.437  38.8199  0.1921  0.3486  0.0656
O  13.5911  17.1577  35.3829  -0.2439  -0.0591  0.1544
O  16.2628  16.6821  38.9677  0.009  0.0188  -0.1112
O  2.2581  16.0588  38.0479  -0.2254  -0.0488  -0.0111
O  4.7893  16.5501  39.0252  0.0635  -0.1525  0.1063
O  1.2652  20.3843  39.5525  0.2514  -0.0356  0.582
O  15.6591  22.4627  39.5716  -0.4952  0.5146  0.1599
O  3.3537  25.1643  0.1797  -0.1189  0.2072  0.1359
O  1.9147  25.4709  36.5552  -0.0338  -0.1543  0.0803
O  0.72  27.7834  36.0422  -0.0312  0.2019  0.3395
O  0.4942  26.7826  38.4941  0.2156  -0.1136  0.2434
O  3.1219  31.5073  35.6096  0.196  -0.1173  0.2525
O  2.5721  30.8302  39.0678  0.0132  -0.2477  -0.1211
O  5.3026  1.0272  39.1585  -0.3536  0.0736  -0.2467
O  7.2235  32.127  39.3835  0.081  -0.3522  0.1053
O  9.0542  3.1907  40.1076  0.1448  0.1501  -0.0679
O  8.3733  2.3064  35.6077  -0.0404  -0.0226  0.2462
O  4.6786  5.5259  38.8045  0.2729  -0.2813  0.1453
O  6.4813  3.7145  39.649  0.3486  0.0707  -0.0247
O  8.3771  4.3757  37.0705  -0.0493  -0.0093  0.0018
O  8.4581  8.5312  38.3878  -0.1467  -0.0674  0.6448
O  5.121  7.0516  36.784  -0.0886  0.009  0.4098
O  6.5328  9.5751  39.8622  0.0688  0.0036  0.0327
O  8.6892  12.9199  39.9162  0.4679  0.0625  -0.2445
O  6.7954  14.9475  39.7801  0.1718  -0.0433  0.6847
O  4.0227  16.7677  36.4807  -0.0602  0.362  0.2748
O  3.079  18.4994  38.6409  -0.235  0.2715  0.4332
O  10.3248  15.7807  39.0654  0.0579  0.1425  0.1665
O  8.1966  19.1356  39.0939  0.284  0.1664  -0.1959
O  4.4536  22.7874  39.6179  -0.2191  -0.0122  0.1844
O  5.9204  20.575  38.9567  -0.2352  -0.0825  0.465
O  7.3056  30.3561  34.3297  0.049  -0.0019  -0.109
O  4.393  25.3621  37.7177  -0.1287  0.3106  0.2532
O  5.0723  27.1096  0.3239  -0.106  -0.0977  0.4873
O  5.514  28.8548  38.4385  0.1148  0.1988  0.1591
O  8.7802  29.4535  36.4894  0.0771  0.3537  0.1135
O  12.6135  0.0402  37.4382  0.064  -0.1532  0.2522
O  9.7402  0.4051  39.1027  -0.2064  0.3992  -0.0362
O  13.2839  30.5212  38.7248  -0.021  0.2338  0.1442
O  12.9187  32.4336  34.9193  -0.0941  0.1735  0.1144
O  0.2356  5.7332  38.8172  -0.018  0.0607  0.3426
O  12.4605  5.0305  39.3889  0.0399  0.1034  0.1045
O  9.9571  5.8424  38.6982  0.1869  0.1956  0.3713
O  13.8176  5.205  37.0569  -0.1219  -0.254  0.2533
O  11.2499  3.9833  37.3506  0.1464  -0.1185  -0.0355
O  10.5273  11.2906  38.9059  -0.2497  -0.0508  -0.0549
O  12.1543  9.7373  40.0859  -0.1406  -0.055  -0.0651
O  12.1056  14.1563  38.216  0.4029  0.0767  0.3438
O  13.6988  12.0689  38.8253  -0.3384  0.0717  -0.0257
O  10.0654  15.5439  36.526  0.3553  0.1919  0.3452
O  10.5594  20.5314  0.1655  0.1428  0.4644  0.0037
O  14.1103  14.4868  40.0554  0.1387  0.3518  0.2892
O  13.1199  19.7755  39.461  -0.0545  0.2291  -0.0683
O  11.3706  20.9252  37.9016  -0.2642  -0.214  0.3419
O  7.8475  21.0005  37.2203  0.2906  -0.066  0.3074
O  11.6717  23.8654  37.4335  0.0018  -0.1236  0.1046
O  14.1452  24.0079  38.2207  0.1395  -0.0647  0.3702
O  7.364  27.8059  34.8878  -0.3448  0.1247  0.0337
O  6.7627  25.0814  39.1514  -0.1251  0.3991  0.0798
O  15.0764  28.613  39.4321  0.1142  -0.1623  0.2503
O  2.51  3.367  26.6662  0.034  -0.2051  -0.2418
O  0.3938  5.2794  26.6244  -0.2123  0.0229  -0.3201
O  5.6592  29.7431  28.3333  -0.2304  0.0746  0.1541
O  6.5447  31.9442  27.1482  0.1115  -0.1188  -0.1212
O  0.9703  8.4637  29.9396  -0.0351  0.2885  -0.1128
O  1.5213  5.2961  33.9164  0.1033  0.0426  0.0197
O  2.9466  7.8893  26.4887  -0.1635  0.1609  -0.3266
O  1.1797  9.4978  27.4531  0.1692  0.2236  -0.2729
O  2.0378  14.0348  26.0595  0.0093  -0.1228  0.0784
O  4.1418  18.0135  29.3515  0.0483  0.255  0.0896
O  2.9828  12.0144  27.1627  -0.1685  -0.2813  0.2011
O  5.2283  10.9493  26.4891  -0.3404  0.0763  -0.0362
O  5.9851  23.1441  31.7204  0.0195  0.0694  -0.1948
O  2.6168  19.2045  26.3018  0.1266  -0.0092  -0.4835
O  3.0803  15.4903  29.0307  -0.2618  -0.0743  -0.176
O  4.9465  18.0155  26.9524  0.0836  -0.0511  -0.4329
O  1.281  26.7958  27.2882  0.0565  -0.2729  -0.1187
O  2.834  24.7501  26.5431  -0.0727  -0.1078  -0.5966
O  6.2279  22.0231  29.3084  -0.0136  -0.0388  -0.3624
O  4.4972  22.9439  27.4042  0.1249  -0.1153  0.0571
O  16.3138  29.2446  25.7912  -0.059  -0.208  -0.1367
O  2.0857  30.5211  29.0575  -0.0823  0.2354  -0.3716
O  2.9254  29.6128  26.6482  -0.2754  0.2215  0.0488
O  4.7891  27.7271  26.9649  -0.1473  0.113  -0.4133
O  6.4151  4.2399  27.6693  0.0898  0.0472  -0.1241
O  4.9496  5.9546  26.5138  0.3217  -0.2991  -0.3173
O  8.2353  1.8354  26.9247  -0.1282  0.1024  -0.1051
O  4.6477  2.2281  27.7311  -0.3084  -0.2572  -0.2137
O  6.6923  9.1533  27.5653  -0.1443  0.0723  -0.4331
O  10.6349  5.5995  26.6663  -0.0009  -0.0041  -0.0336
O  9.2167  7.744  27.2193  -0.0302  -0.0174  -0.3051
O  8.1948  13.7909  29.8231  -0.0383  0.1629  -0.092
O  10.1339  12.9638  26.0417  0.4273  0.0875  -0.5689
O  13.263  10.1293  27.7072  -0.3443  0.1213  -0.4493
O  7.99  12.3794  27.6521  0.0505  -0.0914  -0.3282
O  6.5338  21.3721  26.7653  0.0576  -0.1734  -0.0471
O  8.1484  19.2994  26.2036  -0.0013  -0.067  -0.5041
O  10.3113  17.6436  26.8158  0.2128  0.0828  -0.0772
O  6.8834  14.8012  27.6108  0.1795  -0.2459  -0.4851
O  7.1293  26.0487  27.4256  -0.126  0.2984  -0.1977
O  8.5411  24.2748  26.2757  -0.1972  0.2523  -0.5262
O  10.4688  22.3047  26.2691  0.432  -0.2285  -0.5063
O  8.2725  30.015  26.5446  0.3048  -0.1894  -0.7456
O  9.7004  27.9225  27.3424  0.0579  -0.1964  -0.0902
O  9.5994  27.206  32.006  -0.2096  -0.0301  -0.0372
O  10.8777  26.8408  29.6156  0.1266  0.3294  -0.2894
O  13.0161  4.4329  25.9916  -0.0726  0.4069  -0.0009
O  12.3607  2.512  28.8267  -0.0185  -0.0145  0.1848
O  14.7738  2.1604  27.7101  0.2052  0.0285  -0.5022
O  0.034  0.2994  26.8057  0.4155  -0.6056  -0.1995
O  11.1692  8.2445  28.9382  0.0704  -0.278  -0.2792
O  10.6762  10.052  27.1136  0.3251  0.2995  -0.1757
O  15.5559  6.4895  30.2226  -0.1276  -0.2994  -0.3482
O  14.7453  6.6531  27.6941  0.3477  0.0942  -0.502
O  11.8828  15.0179  27.6292  0.1004  0.1113  -0.5262
O  13.9956  13.6612  26.6658  -0.0828  -0.1514  0.0663
O  0.106  12.1409  26.6166  -0.3628  0.2094  -0.0604
O  11.4749  14.0169  33.7516  -0.0652  0.0091  0.0023
O  12.3215  21.0517  27.2803  -0.1156  0.2417  -0.0309
O  13.636  19.0308  26.2626  0.128  0.0268  -0.0994
O  13.9253  14.5901  34.2193  0.0029  0.2164  -0.0451
O  12.0373  26.6806  27.27  0.2277  0.0174  0.0749
O  13.6447  24.6057  26.7113  0.1903  -0.0578  -0.476
O  15.3156  22.6756  27.6326  -0.339  0.0601  -0.3717
O  1.1476  22.0583  31.8572  -0.0115  -0.1063  0.1493
O  12.3381  31.5095  27.9848  0.0016  0.0566  -0.4824
O  14.4456  26.2429  33.92  -0.0922  -0.1018  -0.0376
O  15.3852  27.9838  27.8608  -0.348  0.2116  -0.118
O  13.9027  29.9249  26.6663  0.2674  -0.086  0.1249
O  1.0502  28.2064  29.6634  -0.2736  -0.2157  -0.1014
O  3.9683  31.7943  27.6802  -0.2443  0.1288  -0.0928
O  0.108  3.1144  34.3582  -0.1452  0.1046  0.1732
O  5.677  32.004  29.6641  -0.2394  0.2132  -0.2282
O  8.84  0.1625  34.1965  -0.082  0.144  0.3465
O  4.3373  0.9249  36.6888  0.3959  0.2044  0.233
O  6.1655  12.4009  31.8228  -0.0804  0.2454  -0.1656
O  0.9128  13.4934  35.6605  0.0053  -0.1665  -0.1209
O  0.5429  20.8031  27.0102  -0.1027  0.187  0.1234
O  4.4929  20.394  28.1686  -0.0325  0.0557  0.1442
O  11.0508  21.5974  35.2245  -0.0428  0.1345  0.1835
O  10.9923  19.148  31.3472  0.2356  0.0839  0.0673
O  13.0719  15.609  29.8894  -0.046  -0.2523  -0.3017
O  12.3899  18.3696  33.4184  -0.0528  -0.0342  0.0137
O  15.8755  28.4677  33.6995  0.1522  -0.1056  0.1365
O  15.772  24.003  31.252  0.0188  -0.1001  -0.011
O  1.8421  29.4357  34.4804  0.0975  -0.0259  0.1372
O  2.8702  29.6155  31.4457  -0.046  0.1035  -0.1482
O  11.3589  29.0846  32.1782  0.0133  0.0566  -0.0539
O  3.6269  28.2995  29.3239  -0.0223  -0.0845  -0.1254
O  4.0638  2.9846  34.1664  -0.0662  -0.018  0.0143
O  6.9501  2.2426  29.2308  -0.1026  0.0833  -0.042
O  1.9425  11.3019  32.0593  0.1257  -0.151  -0.3619
O  1.3097  6.6274  31.6771  -0.0248  0.2399  0.0954
O  8.8401  9.5203  29.0798  0.1676  0.2442  0.0192
O  2.6697  13.3291  30.6071  -0.2837  -0.0663  -0.049
O  9.864  12.0724  34.4839  -0.0572  -0.0843  -0.0308
O  4.148  11.2135  30.4778  0.0811  -0.2642  -0.275
O  1.2372  13.473  28.4868  -0.3504  -0.2079  -0.1444
O  5.8004  12.9813  29.2417  0.0915  -0.0164  -0.2563
O  6.3828  16.8033  32.4222  0.1197  -0.1005  0.037
O  8.7233  15.5207  31.6838  0.0123  -0.1167  0.2611
O  6.6196  19.146  28.8498  -0.031  0.2238  -0.0679
O  9.742  20.3232  33.3049  -0.0058  -0.3538  -0.0619
O  8.3506  26.3614  29.8583  0.0773  -0.0778  -0.1013
O  6.5041  24.5888  29.5579  -0.2956  -0.0167  -0.399
O  12.9162  30.3169  30.4507  -0.078  0.2125  -0.2087
O  9.3693  0.2519  31.5561  0.1928  0.2273  -0.193
O  13.388  0.3182  32.2972  0.2367  0.0957  -0.2266
O  9.6852  2.6926  28.932  -0.0159  0.1593  -0.019
O  10.7928  1.213  26.9958  -0.2157  0.065  0.1005
O  14.2465  2.0875  30.4027  0.3085  0.1162  -0.2547
O  11.5967  9.6543  33.5846  -0.0068  0.0052  -0.0659
O  12.9924  6.6227  29.7991  -0.0547  0.1377  -0.3852
O  6.6406  10.6055  29.9148  0.311  -0.1881  -0.0053
O  9.3048  8.296  33.309  0.0396  0.3016  -0.1655
O  13.8835  11.8539  29.8317  -0.0052  -0.0356  -0.2359
O  13.2946  9.2638  30.1983  0.3245  0.2248  -0.0617
O  9.5352  13.1589  32.1151  0.1008  -0.0739  -0.0367
O  13.3359  12.9827  32.1657  -0.1337  -0.1704  -0.1975
O  15.0319  15.9773  31.5688  -0.0471  0.2747  -0.1637
O  10.74  16.7858  29.2747  0.1609  0.1596  0.0696
O  0.3515  21.0851  29.5683  -0.2432  0.0399  -0.293
O  9.3637  18.9955  28.7628  0.3587  -0.0434  0.0354
O  11.6587  29.0865  28.5235  0.1063  -0.233  -0.1104
O  16.2468  25.8624  29.2711  -0.2359  0.1369  -0.0764
O  15.6618  26.6446  31.68  -0.0645  0.0897  -0.0958
O  13.7809  28.2411  32.1003  -0.2037  0.0664  0.0216
O  1.5637  3.8415  39.7291  -0.3913  0.3822  0.3403
O  4.0616  0.6762  32.8892  -0.0073  0.2194  -0.0459
O  6.3668  32.3798  32.1025  0.1289  -0.0487  0.0562
O  0.4943  4.0485  31.8591  0.1176  -0.2398  0.0859
O  1.8956  2.0478  32.6639  0.0356  -0.1065  -0.1807
O  16.2291  6.885  36.7298  0.04  0.2903  0.0688
O  0.7794  15.25  30.217  -0.0445  -0.1448  -0.4563
O  1.6412  10.993  29.5348  -0.3112  0.1194  -0.3634
O  15.5575  10.0555  28.9908  -0.0955  0.1083  -0.1599
O  0.8288  15.163  32.8153  0.1348  -0.1092  -0.0828
O  4.2217  16.1018  33.8917  -0.1601  -0.1844  0.0093
O  15.7278  16.7112  34.2014  -0.1304  0.0828  0.224
O  0.3122  15.6934  27.2116  0.1394  -0.1901  -0.5859
O  13.3243  20.4434  32.0526  0.0976  0.2726  -0.1747
O  2.595  17.0394  31.0761  -0.1989  0.0438  -0.1278
O  1.4717  17.5987  28.7201  -0.311  0.0176  -0.4371
O  13.6305  24.2984  35.5849  0.0551  -0.1729  0.0641
O  14.5723  20.234  28.4371  -0.0592  -0.3393  0.1662
O  8.3905  22.9278  30.6844  -0.2437  -0.142  0.1143
O  1.5579  25.5063  31.3199  -0.1571  0.1242  -0.2022
O  5.9036  25.7243  32.4405  -0.0538  -0.0919  0.2477
O  4.3051  27.7684  32.4717  -0.1749  -0.0813  -0.1167
O  4.9526  26.6081  34.7837  0.0401  -0.2135  0.455
O  6.3686  1.9152  33.399  0.1216  0.0746  -0.1286
O  5.7456  32.4292  34.6133  -0.1836  0.1229  0.3729
O  4.891  3.7781  29.9229  -0.1511  -0.3572  -0.1715
O  9.487  29.0383  33.9413  -0.0938  0.2743  0.3796
O  5.0567  8.6489  31.9892  -0.2059  0.1288  -0.2788
O  4.9385  10.8395  33.5145  0.0115  0.0971  0.2561
O  6.7876  8.0306  29.9914  0.0741  0.0302  -0.2255
O  7.1239  7.0294  32.4398  -0.071  -0.2735  0.0916
O  7.3611  7.3206  35.077  -0.1054  0.195  0.0539
O  7.5383  11.0317  33.7263  -0.0439  -0.2368  -0.0549
O  10.7359  14.3748  30.094  0.3102  -0.1996  -0.0516
O  8.9975  14.6755  34.2874  -0.2248  0.1692  0.0847
O  7.7083  19.6625  34.9768  -0.1897  0.2171  -0.069
O  4.1161  18.4386  32.6616  -0.1248  0.2922  -0.1552
O  8.8561  17.9397  32.6165  0.2768  -0.0776  0.1521
O  8.0715  24.3677  32.8706  -0.0478  0.2352  0.0833
O  14.5772  19.6216  34.2118  0.1987  -0.1526  0.0671
O  8.3851  19.8757  30.9506  -0.1522  -0.2703  -0.0652
O  10.1775  22.8269  32.892  -0.0684  0.0517  -0.2031
O  10.1518  24.8117  31.1617  0.1736  0.1403  -0.0878
O  5.9518  27.2406  29.3717  0.0304  0.0116  -0.1352
O  4.6545  30.1038  33.6979  -0.0917  -0.1302  0.2537
O  13.3881  30.6111  33.0572  0.2683  0.094  -0.1351
O  10.4848  31.197  29.8627  0.3626  0.068  -0.1183
O  5.5811  29.901  31.3099  -0.1346  0.129  -0.2926
O  2.865  9.2992  33.4855  0.0181  -0.2419  -0.133
O  0.9191  4.5515  36.4245  0.266  -0.0467  0.0163
O  8.6856  0.2236  29.0557  0.049  0.188  -0.3766
O  15.6435  1.6565  32.4393  -0.0315  -0.0205  0.2702
O  15.1618  10.9729  31.9294  -0.0236  0.0119  -0.0974
O  14.2813  4.4062  29.0902  -0.0835  -0.1718  0.077
O  12.5259  9.7497  36.0487  0.0611  -0.0769  0.1561
O  11.3821  7.9856  31.533  -0.1931  -0.2861  -0.1114
O  15.7473  13.396  31.2798  -0.1602  -0.1941  0.0589
O  14.7557  9.9986  37.3072  0.3339  0.0125  0.2285
O  13.4352  18.0207  30.967  -0.1954  0.0108  -0.3226
O  15.964  18.1165  26.9884  0.051  -0.0002  -0.1916
O  15.2153  17.0112  29.1653  0.1027  0.0225  -0.2009
O  5.8803  21.5831  35.4843  0.1685  0.2293  -0.0709
O  12.1546  18.7933  28.4789  0.1687  0.201  -0.1573
O  15.935  19.9414  31.8761  0.0274  -0.0649  -0.1065
O  15.2444  22.1342  33.1502  -0.1119  -0.0089  -0.1754
O  0.8613  24.1409  33.4497  -0.1955  0.0092  0.3125
O  11.296  27.1206  34.0982  -0.1413  -0.1183  0.1999
O  5.5792  30.4269  36.2785  -0.1536  0.2125  0.3326
O  11.1162  31.978  33.1063  0.0038  -0.0898  0.2333
O  15.7511  8.3959  32.1115  -0.2639  -0.0475  0.0737
O  2.3554  1.125  35.0143  0.0602  0.0908  0.1594
O  1.9431  0.1171  37.4932  0.2328  -0.1281  0.1176
O  15.3036  5.4231  34.863  -0.1747  -0.0366  0.2948
O  14.2113  9.6208  33.961  -0.2127  -0.0533  0.165
O  4.7968  11.2867  38.8547  -0.0581  -0.1728  0.1618
O  5.6213  4.2895  32.4731  0.2933  0.0005  -0.1834
O  0.3954  10.148  33.8571  0.0747  -0.0139  0.3163
O  1.5597  14.9653  0.123  -0.3429  0.0975  -0.1926
O  2.4596  11.7553  34.5494  0.282  -0.0771  0.1412
O  2.9876  12.1595  37.0238  0.0865  -0.0906  0.3365
O  15.2696  15.2127  36.3009  0.2613  0.0759  0.3558
O  1.4453  17.9043  33.1664  -0.012  0.2651  -0.0503
O  5.4587  13.1709  37.1122  -0.0324  0.1914  0.3656
O  1.809  16.215  35.0819  -0.0808  -0.1427  0.0955
O  1.4715  26.7966  33.7088  -0.2302  -0.1439  0.1236
O  11.3946  26.1326  38.8772  0.0149  0.3266  0.3067
O  7.756  17.3957  30.2411  0.1893  0.0936  -0.2916
O  0.3768  14.1875  38.1222  -0.0659  -0.1473  0.4566
O  15.629  25.7511  36.334  0.0326  -0.3302  -0.0074
O  2.4079  23.6892  38.3533  -0.3439  0.0758  0.0894
O  3.4224  25.2519  33.1342  -0.08  0.0872  0.0058
O  3.7771  23.4723  35.9811  -0.231  -0.1847  0.0618
O  1.1059  30.4594  36.8928  0.1122  -0.2485  0.2605
O  6.4888  4.0502  34.9893  0.1054  -0.1953  0.0507
O  8.1313  0.1553  37.0009  -0.2688  0.1338  0.2047
O  10.8567  30.7461  37.5703  -0.1361  0.1801  -0.1567
O  8.927  9.9774  35.9376  -0.0195  -0.0268  0.3284
O  5.9496  13.1577  34.3943  0.2004  -0.0659  0.0922
O  5.1035  6.2603  30.8558  0.1011  0.1123  -0.0558
O  3.1073  4.7175  31.7241  -0.0885  -0.014  -0.2394
O  3.4262  14.2033  35.4596  -0.0134  -0.1456  0.2778
O  7.7106  12.2665  35.9946  -0.0634  -0.1812  0.0658
O  8.034  11.0982  38.164  -0.1315  0.4285  -0.0706
O  6.5406  9.2747  36.6989  0.0911  0.1363  0.422
O  5.7854  18.0067  34.6781  0.0881  0.2792  0.2747
O  2.0941  19.6708  31.2571  -0.0362  0.2061  0.0062
O  7.2726  14.8275  36.2061  -0.232  -0.0231  0.368
O  8.209  17.0909  35.4589  -0.026  -0.1028  0.2021
O  5.8021  23.8562  34.2755  0.0176  0.3533  0.2817
O  6.2537  23.6801  36.9269  -0.0259  0.1769  0.1724
O  6.5978  18.6362  37.1139  -0.3486  -0.0131  0.3781
O  6.1346  2.7406  37.1935  -0.1094  -0.3672  0.386
O  3.3889  29.0328  36.6659  -0.0284  0.1593  -0.0279
O  12.5161  19.4855  35.9043  -0.0849  0.1469  0.1022
O  11.2411  28.5122  36.3585  0.1219  0.2093  0.2111
O  12.5169  2.1415  35.3451  0.0615  -0.0231  0.2479
O  10.5348  0.6618  36.0487  -0.06  0.101  0.196
O  13.9475  7.6203  35.9624  -0.4155  -0.0062  0.1258
O  7.9727  30.9665  30.6074  -0.1274  0.0279  0.0573
O  11.3227  4.2539  34.1493  0.0664  0.1216  0.0009
O  10.2697  5.9352  36.0199  -0.2169  0.2675  0.2477
O  13.1934  2.8667  32.8262  0.021  0.1546  -0.146
O  10.7693  1.8073  33.2886  -0.055  0.2637  0.1184
O  9.6565  13.378  37.617  -0.1831  -0.0852  0.2164
O  11.4756  6.9104  33.9002  -0.1182  -0.0378  -0.0884
O  9.0739  5.721  33.719  -0.1612  -0.1746  -0.0018
O  13.3141  21.9596  36.5621  0.2753  0.0074  0.1138
O  8.491  22.1371  34.8423  -0.1955  -0.0377  0.0991
O  15.1434  12.5766  36.7238  -0.334  -0.0055  0.1562
O  13.0941  26.7785  36.0899  -0.1353  -0.0025  0.0193
O  6.7113  26.2676  36.8294  0.2086  -0.2025  0.0418
O  9.3078  24.4842  38.482  -0.1499  0.1557  0.2052
O  10.0053  28.4487  38.7319  -0.2818  -0.3202  0.4095
O  10.4981  25.9505  36.398  -0.0187  0.0492  0.1399
Si  16.3952  32.731  5.357  -0.0202  0.0595  -0.0389
Si  2.6793  2.7091  5.4424  0.0298  -0.0214  0.0199
Si  16.3557  5.4263  5.3845  0.0083  -0.0349  -0.0516
Si  2.6956  8.1529  5.4566  -0.0016  -0.0091  -0.0288
Si  16.3491  10.8977  5.4563  -0.02  0.0043  -0.0152
Si  2.6193  13.6687  5.5764  -0.0826  -0.0794  0.0211
Si  16.376  16.3298  5.5731  -0.0935  -0.0437  -0.0611
Si  2.7718  19.1021  5.6501  0.0309  0.0374  0.0076
Si  0.0227  21.8792  5.4968  0.054  -0.0036  -0.014
Si  2.8301  24.5462  5.3901  -0.0189  0.0235  -0.0156
Si  0.0253  27.2515  5.3565  -0.0028  0.002  -0.0396
Si  2.7719  30.0226  5.3836  0.0178  0.053  -0.0659
Si  5.4656  32.8019  5.5018  0.0076  -0.0258  0.0491
Si  8.2454  2.7055  5.3824  0.0077  -0.0368  0.0266
Si  5.4859  5.426  5.4594  0.0103  0.0729  0.0026
Si  8.1751  8.1379  5.4673  -0.0209  -0.0066  -0.0624
Si  5.4286  10.8323  5.566  -0.004  -0.0437  0.0266
Si  8.1934  13.5911  5.6403  0.0184  0.0322  0.013
Si  5.4015  16.3872  5.6669  -0.1015  -0.0295  0.0416
Si  8.1792  19.1655  5.5897  0.072  -0.0437  -0.011
Si  5.5495  21.8396  5.4763  0.0748  0.069  -0.0588
Si  8.2953  24.5597  5.3362  -0.0054  0.1179  -0.0978
Si  5.5124  27.2676  5.3762  -0.0255  -0.0213  0.0098
Si  8.2899  29.9775  5.4483  -0.0067  0.0149  0.0186
Si  10.9679  32.7275  5.3963  0.0028  -0.0052  -0.0015
Si  13.6839  2.6904  5.3432  -0.0079  0.0067  -0.0665
Si  10.9438  5.4106  5.3608  -0.0377  0.0033  -0.0639
Si  13.6281  8.1844  5.3572  0.0144  0.0158  -0.0542
Si  10.9292  10.8991  5.4768  0.0204  0.0084  -0.0165
Si  13.6727  13.5977  5.546  -0.0319  -0.0077  -0.0529
Si  10.9267  16.3474  5.6632  -0.0543  -0.0313  -0.0271
Si  13.7084  19.0976  5.5735  -0.0366  0.0517  -0.0339
Si  10.9591  21.8726  5.4602  0.0651  -0.0149  -0.0194
Si  13.7048  24.5365  5.3617  0.0371  -0.0347  -0.0941
Si  11.0149  27.1787  5.3433  -0.1533  -0.0148  -0.1028
Si  13.7009  29.9366  5.3145  -0.0437  0.0079  -0.0597
Si  1.3229  1.3107  6.7715  0.0067  0.0356  -0.0057
Si  4.0806  4.0656  6.7997  0.0196  -0.0245  -0.0323
Si  1.32  6.7745  6.7903  0.0299  0.0032  -0.0042
Si  4.0363  9.4862  6.8883  0.0211  0.0397  0.0023
Si  1.285  12.2453  6.8897  -0.005  0.0688  -0.0091
Si  4.0159  14.9962  6.9633  -0.0039  0.0796  -0.0382
Si  1.352  17.7207  6.932  0.0022  -0.001  -0.0407
Si  4.1654  20.5193  6.9045  -0.0261  -0.039  -0.0188
Si  1.4277  23.2451  6.8113  -0.0487  -0.0106  0.006
Si  4.1441  25.9402  6.7769  0.0143  0.0137  0.0171
Si  1.3806  28.6518  6.7315  0.0348  0.0113  -0.0028
Si  4.101  31.3912  6.803  0.0259  -0.0176  -0.0103
Si  6.8667  1.3751  6.8003  -0.0637  0.0294  -0.0306
Si  9.5929  4.0645  6.7704  0.0179  -0.0334  -0.0124
Si  6.8217  6.7878  6.8468  -0.0117  -0.0161  0.0196
Si  9.5539  9.5129  6.825  0.0289  -0.0081  -0.0283
Si  6.7908  12.2127  6.9305  0.0701  -0.0277  0.0028
Si  9.5464  14.9804  6.9832  0.0278  0.0051  0.022
Si  6.8154  17.7788  6.9518  0.033  -0.0013  -0.0432
Si  9.5917  20.5405  6.8787  -0.1157  0.0352  0.0196
Si  6.9229  23.2413  6.7887  -0.0384  -0.0733  -0.022
Si  9.6193  25.9103  6.7639  0.0452  -0.0483  -0.0108
Si  6.8697  28.6373  6.7746  0.0394  -0.0123  -0.0116
Si  9.6127  31.3876  6.7981  -0.0072  0.0386  0.0004
Si  12.3304  1.3219  6.7373  0.0096  -0.0649  0.008
Si  15.01  4.0571  6.7567  0.0064  -0.006  0.0086
Si  12.28  6.8048  6.7464  0.0001  -0.0022  -0.0353
Si  14.9804  9.5158  6.7987  0.0124  0.0244  -0.0271
Si  12.2828  12.2421  6.8833  -0.0084  -0.0058  -0.0079
Si  15.0097  14.9725  6.9295  0.0601  0.0103  -0.0059
Si  12.3142  17.7581  6.9426  -0.0205  0.0106  0.0197
Si  15.075  20.5049  6.8835  0.0211  -0.0719  0.0085
Si  12.3455  23.2274  6.8064  0.025  -0.058  -0.0083
Si  15.0512  25.9237  6.7492  0.0082  0.0287  -0.003
Si  12.3353  28.6088  6.72  0.056  0.0086  -0.0301
Si  15.0316  31.35  6.7125  0.0771  -0.0192  -0.0226
Si  16.376  2.6965  8.1384  -0.0027  -0.0311  0.0162
Si  2.7211  32.7743  8.1422  -0.0024  -0.0086  0.0277
Si  16.3647  8.1545  8.1639  0.0141  0.0202  -0.0032
Si  2.7056  5.4281  8.1656  0.0006  -0.0048  0.0052
Si  16.3639  13.6105  8.2862  -0.0499  -0.0399  0.0115
Si  2.6815  10.8846  8.2325  0.0194  0.0082  0.003
Si  0.0098  19.1331  8.2632  0.007  0.0199  0.0025
Si  2.6934  16.3793  8.3231  -0.0149  -0.0528  0.0085
Si  0.0306  24.6058  8.1571  0.015  -0.0066  -0.0023
Si  2.7647  21.89  8.2208  0.0046  -0.0112  -0.0061
Si  0.0176  30.0294  8.1083  -0.0116  0.0096  0.0019
Si  2.7592  27.3167  8.1303  -0.0152  -0.0049  -0.0225
Si  5.4701  2.7175  8.1631  0.0256  0.0127  0.0337
Si  8.2304  32.7799  8.1414  -0.0203  -0.0444  0.0194
Si  5.4405  8.1363  8.2222  -0.0071  -0.0117  0.0031
Si  8.2174  5.4174  8.1681  -0.0237  0.0092  0.0086
Si  5.423  13.6132  8.2679  -0.0142  -0.0018  -0.0016
Si  8.1972  10.8564  8.2425  -0.0449  0.0291  -0.0031
Si  5.4756  19.155  8.304  0.0281  0.0115  0.0072
Si  8.1799  16.389  8.2923  -0.0118  -0.0207  0.002
Si  5.5238  24.5975  8.1566  -0.0066  0.0257  -0.0224
Si  8.2302  21.9026  8.2329  0.074  0.0133  -0.0007
Si  5.4999  30.0283  8.1395  -0.044  0.0066  0.0109
Si  8.2511  27.2904  8.1406  -0.0401  0.0304  0.0048
Si  10.9623  2.6901  8.1261  -0.0396  0.0034  -0.003
Si  13.6916  32.7493  8.1021  -0.0137  0.0414  -0.0028
Si  10.9288  8.1439  8.1701  -0.0319  0.004  0.0076
Si  13.6497  5.4382  8.1255  -0.0026  -0.0114  0.0055
Si  10.9398  13.6073  8.2818  -0.0106  0.0415  0.0123
Si  13.6474  10.8665  8.222  -0.0449  -0.0163  0.0031
Si  10.9354  19.1547  8.2568  0.0228  -0.0279  -0.0374
Si  13.668  16.3731  8.286  0.0061  0.0141  -0.0223
Si  10.9759  24.5893  8.1771  -0.0257  0.0054  -0.0068
Si  13.6868  21.8751  8.2143  -0.0262  -0.0201  -0.0099
Si  10.9919  30.0059  8.1215  -0.0449  0.0374  0.0167
Si  13.7021  27.299  8.1323  0.0057  0.0202  0.0202
Si  1.3399  4.0579  9.5239  0.0302  -0.0087  -0.0019
Si  4.093  1.3429  9.5128  0.0248  -0.0091  0.0041
Si  1.3138  9.5101  9.5747  0.0114  0.0205  -0.0115
Si  4.0632  6.7778  9.5668  0.0175  0.016  0.0127
Si  1.3217  14.9941  9.6469  0.025  0.0113  0.0035
Si  4.0497  12.2461  9.6124  0.0149  0.0067  0.0037
Si  1.3879  20.5228  9.5915  0.0228  -0.0432  0.0096
Si  4.0856  17.7734  9.6349  -0.0157  0.0125  0.0076
Si  1.3885  25.9822  9.5246  -0.0148  0.0179  0.0105
Si  4.142  23.266  9.5595  -0.0086  -0.0216  -0.0041
Si  1.3586  31.4104  9.5041  0.018  0.0212  0.0032
Si  4.1165  28.6898  9.5118  0.0295  0.0058  0.0016
Si  6.8333  4.0753  9.5407  -0.0162  -0.0037  0.0004
Si  9.5881  1.3454  9.5115  0.0148  -0.004  -0.0007
Si  6.8073  9.5045  9.5901  0.0112  0.0055  0.0051
Si  9.5626  6.7897  9.5464  0.0086  -0.0142  -0.0048
Si  6.7962  15.0033  9.618  -0.0024  0.0269  0.012
Si  9.5473  12.2425  9.6107  0.0217  -0.0133  0.0107
Si  6.8604  20.5413  9.6143  -0.0145  -0.0311  0.0041
Si  9.5633  17.7778  9.617  -0.0172  0.0019  0.0089
Si  6.871  25.9698  9.5375  0.0208  -0.0191  -0.0025
Si  9.6037  23.2642  9.5803  -0.0097  -0.0379  0.0129
Si  6.8513  31.4207  9.5061  0.0128  0.0149  0.0035
Si  9.6007  28.6832  9.5087  0.0054  0  -0.0161
Si  12.299  4.0716  9.5101  -0.001  -0.0043  -0.0069
Si  15.0237  1.3251  9.5031  0.0337  0.0018  0.006
Si  12.2727  9.5051  9.571  0.0256  0.0141  -0.009
Si  15.0045  6.7885  9.5313  0.0167  0.0012  -0.0103
Si  12.29  15.0044  9.6308  -0.0058  -0.0059  0.0163
Si  14.9896  12.2378  9.6153  0.0309  0.041  0.0052
Si  12.3137  20.5251  9.599  -0.0096  -0.0019  0.0136
Si  15.0337  17.7675  9.6228  -0.004  -0.0131  0.009
Si  12.3301  25.9744  9.5339  -0.0003  -0.0032  -0.0031
Si  15.0631  23.2575  9.5533  0.0218  -0.0332  -0.0074
Si  12.3271  31.4054  9.494  0.0315  -0.0211  -0.0014
Si  15.0545  28.6889  9.5003  0.0148  0.0036  -0.0063
Si  0.0036  32.7892  10.8798  -0.0068  0.0041  0.0086
Si  2.7271  2.7095  10.8925  -0.006  0.0061  0.0103
Si  16.3826  5.431  10.9004  -0.0022  -0.0002  -0.001
Si  2.7018  8.1562  10.9334  0.0026  0.0011  0.0033
Si  16.3708  10.8811  10.9626  -0.0177  -0.0033  0.0017
Si  2.7016  13.6273  10.9846  -0.004  0.0154  0.0028
Si  16.3786  16.3911  10.9929  -0.004  -0.0011  -0.0021
Si  2.7279  19.1561  10.9799  0.0027  0.0056  -0.0001
Si  0.0131  21.8969  10.9406  -0.0071  -0.0056  -0.0069
Si  2.7601  24.6361  10.911  0.0068  -0.0033  -0.0081
Si  0.0249  27.3557  10.8904  0.0046  -0.0045  -0.0052
Si  2.7512  30.072  10.8756  -0.0099  -0.0061  0.0005
Si  5.4802  32.7944  10.8764  -0.0323  -0.0165  0.0157
Si  8.2141  2.7096  10.8909  -0.0282  -0.0016  0.0116
Si  5.457  5.4298  10.9205  -0.0053  0.0046  0.0133
Si  8.1919  8.1448  10.9335  -0.0275  0.003  0.0026
Si  5.4406  10.8836  10.9532  -0.0015  0.0218  0.0074
Si  8.1784  13.6313  10.9616  -0.0082  0.008  -0.0011
Si  5.4453  16.3891  10.9812  0.0029  -0.0124  -0.0004
Si  8.2044  19.1549  10.9758  0.0179  0.0088  -0.0028
Si  5.4833  21.908  10.9593  -0.0058  -0.0136  -0.0114
Si  8.23  24.631  10.9362  0.0026  -0.0003  -0.0051
Si  5.4961  27.3489  10.8932  -0.0183  -0.0015  0.0004
Si  8.2324  30.0683  10.8749  -0.0169  0.0107  0.0093
Si  10.9607  32.7845  10.8705  -0.0422  0.0052  0.0049
Si  13.667  2.706  10.8776  -0.0227  -0.0052  0.0021
Si  10.9352  5.4275  10.903  -0.0217  0.0052  0.0048
Si  13.6513  8.1492  10.9267  -0.0216  0.0016  0.0026
Si  10.9199  10.8763  10.9556  -0.0331  0.0133  0.001
Si  13.6479  13.6285  10.9817  -0.0125  -0.0023  0.0028
Si  10.9226  16.3947  10.9722  0.0051  0.0071  0.0004
Si  13.6652  19.1491  10.969  -0.0049  -0.0123  -0.0084
Si  10.9496  21.8967  10.9582  -0.0047  -0.0021  -0.0076
Si  13.6942  24.6275  10.9179  -0.002  0.0032  -0.0091
Si  10.9653  27.3477  10.9029  -0.0076  0.0022  0.003
Si  13.6983  30.0665  10.8788  0.0004  0.0208  0.0034
Si  1.3594  1.3534  12.2643  0.0235  -0.0074  0.0014
Si  4.0832  4.0733  12.2834  0.0202  -0.0076  -0.0014
Si  1.333  6.7946  12.2944  0.0185  0.0113  -0.0083
Si  4.0633  9.5263  12.3126  0.0157  0.0057  -0.0004
Si  1.3245  12.2616  12.3328  0.0228  0.0056  0.0018
Si  4.0678  15.0169  12.3307  -0.0003  0.0008  0.0061
Si  1.3512  17.7784  12.3297  0.011  -0.0011  0.0116
Si  4.1067  20.5368  12.3176  0.0097  -0.0076  0.0083
Si  1.3858  23.2791  12.2882  0.0074  -0.0244  -0.0059
Si  4.124  26.0081  12.2788  0.0038  -0.004  -0.0045
Si  1.3841  28.7308  12.2602  0.0077  0.0044  -0.0014
Si  4.1096  31.4455  12.2531  0.0178  0.0133  0.0003
Si  6.8374  1.3587  12.2607  0.022  -0.0001  -0.0037
Si  9.5618  4.0791  12.2759  0.0106  0.0047  -0.0048
Si  6.8136  6.7975  12.2996  -0.0004  0.0012  0.0024
Si  9.5404  9.521  12.3097  0.0055  -0.0011  0.0004
Si  6.801  12.2657  12.3165  -0.0031  0.0058  0.0024
Si  9.5426  15.0186  12.3177  -0.0035  0.0111  0.0021
Si  6.822  17.7762  12.3206  -0.006  -0.0036  0.0057
Si  9.5751  20.5318  12.3235  0.0004  -0.0245  0.0105
Si  6.8555  23.2787  12.3122  0.0065  -0.0062  0.0013
Si  9.5929  26.0101  12.2922  -0.0036  -0.0024  0.0009
Si  6.8566  28.7288  12.2616  0.0055  -0.005  -0.0046
Si  9.5846  31.4465  12.2533  0.0232  -0.0043  -0.0036
Si  12.3015  1.3571  12.2579  0.0229  0.0115  -0.0059
Si  15.0162  4.0713  12.2691  0.0249  -0.0059  -0.0088
Si  12.2809  6.7938  12.2915  0.0209  -0.0064  -0.0039
Si  14.9977  9.52  12.3149  0.0261  0.0151  -0.003
Si  12.2684  12.2612  12.3238  0.0004  0.0112  0.0069
Si  15.0049  15.0158  12.3387  0.0053  0.0078  0.0153
Si  12.2899  17.7758  12.3266  -0.0019  -0.0022  0.0085
Si  15.0385  20.5336  12.3116  0.005  -0.0147  -0.001
Si  12.3199  23.2792  12.3002  -0.0013  -0.0275  -0.0001
Si  15.0571  26.0113  12.2719  0.0113  -0.0038  -0.0052
Si  12.3238  28.731  12.2653  0.001  -0.0019  -0.0054
Si  15.0431  31.4444  12.2619  0.0197  0.0025  0.0001
Si  16.393  2.721  13.6404  -0.0045  0.0196  0.0014
Si  2.7474  0.0082  13.6329  -0.0023  -0.0097  0.005
Si  16.3744  8.1628  13.6729  -0.0052  -0.0069  0.004
Si  2.7161  5.4434  13.66  -0.0075  0.0084  0.005
Si  16.3688  13.6454  13.6963  0.0028  0.0124  0.0049
Si  2.7013  10.9006  13.6861  -0.0108  0.0104  0.0011
Si  16.3892  19.1572  13.6824  -0.0022  -0.0003  -0.007
Si  2.7077  16.3994  13.6891  -0.0012  0.0049  0.0001
Si  0.0221  24.6601  13.646  -0.0115  0.0004  -0.0103
Si  2.7403  21.9148  13.6686  -0.0016  -0.0116  -0.0122
Si  0.0251  30.1043  13.6332  -0.0056  -0.0043  0.0037
Si  2.7612  27.3892  13.6374  0.0006  -0.0127  -0.0014
Si  5.4722  2.7237  13.6445  -0.0245  0.0044  0.0074
Si  8.2204  0.0127  13.6316  -0.0322  -0.0011  0.0114
Si  5.4488  8.1717  13.6707  -0.0055  0.0003  0.004
Si  8.196  5.4432  13.658  -0.0231  0.0035  0.006
Si  5.4375  13.6441  13.6802  -0.0039  0.0251  -0.004
Si  8.1762  10.9008  13.6722  -0.005  0.0109  0.0055
Si  5.4602  19.1549  13.6797  -0.0047  0.0078  -0.0081
Si  8.181  16.398  13.6786  -0.0024  0.0104  -0.0032
Si  5.4889  24.6584  13.6639  -0.0074  -0.0185  -0.0098
Si  8.21  21.9056  13.6827  0.0008  -0.0086  -0.0082
Si  5.4921  30.1053  13.6308  -0.0225  -0.0017  0.0023
Si  8.2273  27.3884  13.6516  -0.0046  -0.0064  -0.0009
Si  10.9372  2.7236  13.6392  -0.0344  -0.0016  0.0079
Si  13.6784  0.0126  13.634  -0.0189  0.0024  0.0051
Si  10.9174  8.1644  13.6663  -0.0218  0.0106  0.0039
Si  13.6538  5.4352  13.6528  -0.0166  0.0014  0.0058
Si  10.9064  13.646  13.6785  -0.0078  -0.0027  0.0033
Si  13.6372  10.8987  13.6818  -0.003  0.0118  0.0024
Si  10.9286  19.1546  13.686  -0.0032  0.0064  -0.0075
Si  13.6421  16.3969  13.6931  -0.0021  0.0007  -0.0014
Si  10.9586  24.6536  13.6666  -0.0029  -0.0052  -0.0074
Si  13.6754  21.9129  13.67  -0.0059  0.0077  -0.0107
Si  10.9616  30.1083  13.6351  -0.0235  -0.0037  0.0028
Si  13.698  27.3857  13.6411  -0.0012  -0.013  -0.0042
Si  1.3382  4.0899  15.0261  0.0173  -0.0185  -0.0115
Si  4.1033  1.3726  15.0186  0.0084  -0.0033  -0.0069
Si  1.3224  9.5432  15.0462  0.0221  0.0058  -0.0061
Si  4.0756  6.8174  15.0375  0.014  0.0117  -0.0089
Si  1.3295  15.0329  15.0494  0.0181  0.013  0.007
Si  4.0616  12.2856  15.0453  0.016  0.0087  -0.0003
Si  1.3614  20.543  15.0224  0.0103  -0.0009  0.0023
Si  4.0808  17.7824  15.033  0.0107  0.0051  0.0048
Si  1.3865  26.0407  15.0058  0.0143  -0.0058  -0.002
Si  4.1111  23.2943  15.0215  0.0182  0.0014  0.0007
Si  1.3824  31.4685  15.0165  0.0092  0.0099  0.0004
Si  4.1207  28.7623  15.0114  0.0131  -0.0076  -0.0066
Si  6.8276  4.0908  15.0303  0.0036  0.0017  -0.0056
Si  9.5715  1.3802  15.0218  0.0293  0.0193  -0.0057
Si  6.8056  9.5485  15.0448  -0.0082  0.0004  0.0008
Si  9.5475  6.8159  15.0377  0.0013  -0.0098  -0.0004
Si  6.8034  15.026  15.0311  -0.0103  -0.0129  0.006
Si  9.5344  12.2796  15.0358  -0.0093  0.0063  -0.0005
Si  6.8317  20.5296  15.0355  -0.0098  -0.0153  0.0026
Si  9.5482  17.7776  15.0346  -0.0034  0.0007  0.0064
Si  6.8542  26.0368  15.0266  0.013  0.0003  0.0021
Si  9.5818  23.2898  15.03  -0.0089  -0.0185  0.0013
Si  6.8518  31.4733  15.0123  0.0173  0.0012  -0.0075
Si  9.5921  28.7669  15.0158  0.026  0.0042  -0.0064
Si  12.2833  4.0883  15.0293  0.026  0.0067  -0.009
Si  15.0268  1.3757  15.0248  0.0159  0.0005  0.0028
Si  12.264  9.541  15.0425  0.0001  -0.0026  0.0028
Si  14.9986  6.808  15.0348  0.0305  0.0041  -0.0091
Si  12.265  15.0228  15.0463  -0.0079  0.0019  0.0092
Si  14.9843  12.284  15.0499  0.0082  -0.0109  0.0044
Si  12.2974  20.5441  15.0294  0  -0.011  0.0007
Si  15.0131  17.7817  15.0393  -0.0017  -0.0046  0.0064
Si  12.3293  26.0373  15.0181  -0.0003  0.0003  0.0027
Si  15.0446  23.3057  15.0093  0.0185  -0.0279  -0.0058
Si  12.312  31.48  15.0203  0.0231  0.0033  -0.0009
Si  15.057  28.7628  15.0099  0.0165  -0.0055  -0.004

Results
total energy: -236496.193 eV
total energy less fixed offsets of O -438.35, Si -107.03 eV per atom: 11.507 eV
